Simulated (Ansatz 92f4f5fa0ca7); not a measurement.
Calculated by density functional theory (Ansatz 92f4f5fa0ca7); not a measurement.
Periodic cell of 223 atoms, Si133O90, from a study of silicon, its oxide and their interface. The atomic structure is a simulated model.

Settings: functional PBE; potential files Ansatz PAW; basis plane waves; wave-function cutoff 700 eV; density cutoff ratio 5; exchange-correlation grid ratio 1; k mesh 2 x 2 x 1, shifted by 0.5 0.5 0.5 of a step; self-consistency stop 5e-08 eV per atom in the density residual; occupations fixed; spin none; net charge 0.

Cell vectors (angstrom)
a 10.938 0 0
b 0 10.938 0
c 0 0 32.3371

Atoms and the computed forces on them: element, x, y, z (angstrom), force x, y, z (eV/angstrom)
Si 0.4667 -0.5548 24.7717 0.0029 -0.0225 -0.0039
Si 5.5617 -0.2787 24.9258 -0.0103 -0.0237 -0.0241
Si 2.5764 2.9495 24.9469 0.0135 0.0119 -0.0069
Si 8.061 2.9617 24.6814 -0.0064 0.0141 -0.0482
Si 0.3488 5.2307 24.8442 0.0236 -0.0076 -0.0426
Si 4.8467 6.0226 24.833 -0.0314 0.0114 -0.0246
Si 2.7129 8.233 25.3221 0.0193 0.0045 -0.014
Si 7.9479 8.559 24.722 -0.0037 0.0163 -0.0275
Si 1.3742 1.274 26.0974 0.0042 -0.0074 0.0005
Si 6.7857 1.4475 26.041 0.0025 -0.0114 0.01
Si 4.0677 4.2225 26.2162 0.0152 -0.0161 -0.0232
Si 9.564 4.128 26.0926 0.0003 0.0221 0.0019
Si 1.2777 6.7786 26.3623 -0.0032 -0.0065 0.0048
Si 6.7747 6.8935 26.0115 -0.0019 0.012 0.0087
Si 4.1714 9.5965 26.4676 -0.0231 0.0013 -0.0183
Si 9.5839 9.5795 26.1014 0.0189 -0.015 -0.0017
Si 2.7163 0.0526 27.6115 -0.0225 0.0203 0.0052
Si 8.1993 0.064 27.4702 0.0004 -0.0008 -0.0022
Si -0.0171 2.6999 27.4829 0.0053 -0.0036 0.0031
Si 5.4578 2.7762 27.5115 0.0122 0.002 0.0022
Si 2.7117 5.4696 27.6468 -0.0065 -0.0201 0.0088
Si 8.1714 5.505 27.4603 -0.0127 0.0087 0.0107
Si -0.0851 8.2238 27.5834 -0.0104 0.0138 0.0006
Si 5.543 8.1474 27.6194 0.0321 -0.013 0.0032
Si 4.1018 1.3673 28.9189 0.0885 0.5244 0.1276
Si 9.5708 1.3673 28.9189 -0.0842 0.0825 -0.2398
Si 1.3673 4.1018 28.9189 -0.3176 -0.5444 0.1111
Si 6.8362 4.1018 28.9189 0.1194 0.1652 -0.3965
Si 4.1018 6.8362 28.9189 0.1646 -0.0696 0.4744
Si 9.5708 6.8362 28.9189 -0.5991 -0.0971 0.0363
Si 1.3673 9.5708 28.9189 -0.1956 0.0123 0.0298
Si 6.8362 9.5708 28.9189 0.5007 0.2307 -0.0778
Si 0 0 30.2861 -0.0162 -0.0716 0.0012
Si 5.469 0 30.2861 0.0613 0.0395 -0.0705
Si 2.7345 2.7345 30.2861 0.0116 0.0096 0.0443
Si 8.2035 2.7345 30.2861 0.0731 0.0206 -0.0547
Si 0 5.469 30.2861 -0.0878 -0.1556 -0.0611
Si 5.469 5.469 30.2861 -0.0924 0.0109 0.0336
Si 2.7345 8.2035 30.2861 0.0702 -0.003 -0.0248
Si 8.2035 8.2035 30.2861 0.0694 0.0542 0.0462
Si 1.3673 1.3673 31.6534 0.0608 0.0193 -0.0011
Si 6.8362 1.3673 31.6534 -0.0513 -0.0109 -0.0097
Si 4.1018 4.1018 31.6534 -0.004 -0.0169 0.0212
Si 9.5708 4.1018 31.6534 -0.0218 0.0677 0.0072
Si 1.3673 6.8362 31.6534 0.0303 0.0312 -0.0176
Si 6.8362 6.8362 31.6534 -0.0213 0.0101 -0.0009
Si 4.1018 9.5708 31.6534 -0.0793 0.0258 -0.0059
Si 9.5708 9.5708 31.6534 0.0002 -0.0358 0.0162
Si 2.7345 0 0.6835 0.0467 -0.0406 -0.006
Si 8.2035 0 0.6835 0.0023 0.004 -0.0216
Si 0 2.7345 0.6835 -0.0091 -0.0245 0.0094
Si 5.469 2.7345 0.6835 0.0108 0.0016 0.0093
Si 2.7345 5.469 0.6835 -0.0061 0.0152 -0.0154
Si 8.2035 5.469 0.6835 0.042 -0.028 -0.0076
Si 0 8.2035 0.6835 0.0194 0.0228 0.0097
Si 5.469 8.2035 0.6835 -0.0144 -0.0484 0.0093
Si 4.1018 1.3673 2.0507 -0.116 -0.0306 -0.0306
Si 9.5708 1.3673 2.0507 -0.009 -0.0503 0.0366
Si 1.3673 4.1018 2.0507 0.1289 0.0786 0.0349
Si 6.8362 4.1018 2.0507 -0.0931 0.0384 -0.0381
Si 4.1018 6.8362 2.0507 -0.0258 -0.0093 0.0459
Si 9.5708 6.8362 2.0507 -0.0823 -0.0493 -0.0189
Si 1.3673 9.5708 2.0507 0.0297 -0.039 -0.006
Si 6.8362 9.5708 2.0507 0.0947 0.1556 0.0393
Si 0 0 3.418 -0.2781 -0.1599 -0.1388
Si 5.469 0 3.418 0.4292 0.286 0.1528
Si 2.7345 2.7345 3.418 0.136 -0.1289 -0.451
Si 8.2035 2.7345 3.418 -0.0336 -0.0191 0.4694
Si 0 5.469 3.418 -0.3121 -0.0133 0.3408
Si 5.469 5.469 3.418 0.2424 -0.2209 -0.5009
Si 2.7345 8.2035 3.418 -0.2428 0.0154 -0.0796
Si 8.2035 8.2035 3.418 0.3593 -0.0495 0.1034
Si 1.3028 1.4197 4.7248 -0.0386 0.0102 0.0072
Si 6.8911 1.3497 4.8849 0.0093 0.0086 -0.0081
Si 4.1975 4.0132 4.7167 0.0178 -0.0001 0.0054
Si 9.5433 4.101 4.8632 -0.0071 -0.0063 -0.0101
Si 1.3451 6.8484 4.79 -0.0198 0.02 -0.0034
Si 6.8633 6.793 4.7449 0.0107 -0.0154 -0.0021
Si 4.1251 9.5649 4.7278 0.0062 -0.0043 0.0181
Si 9.6235 9.5378 4.8414 0.0127 0.0041 0.0097
Si 2.8369 0.1628 5.9409 0.0503 0.0004 0.0456
Si 8.2239 -0.1101 6.286 -0.0141 -0.008 0.018
Si -0.0663 2.6532 6.2287 0.0331 0.0058 -0.0022
Si 5.5973 2.8358 6.267 -0.0253 -0.0183 -0.0211
Si 2.7148 5.3254 5.9064 -0.0041 0.0095 0.0172
Si 8.2242 5.5536 6.2596 -0.0099 -0.0272 0.0104
Si 0.1339 8.2486 6.3223 -0.0499 -0.0118 0.0124
Si 5.4127 8.0983 6.0238 0.0008 -0.0094 0.0158
Si 3.8592 1.7364 7.3639 -0.0455 -0.0379 -0.0006
Si 9.952 0.9086 7.6059 0.032 -0.0046 0.0209
Si 1.5865 3.8826 7.3502 0.0253 0.0144 0.015
Si 6.5644 4.553 7.6777 -0.0243 0.0332 0.0458
Si 4.1382 6.5263 7.2464 -0.0071 0.0065 0.0122
Si 9.3373 7.1813 7.6161 -0.0188 0.0029 0.0055
Si 1.548 9.9263 7.4386 0.0195 0.0024 0.0135
Si 6.8682 9.2022 7.4512 -0.005 -0.0155 -0.0105
O 10.9836 5.8919 23.3636 -0.0097 -0.0236 0.0038
O 4.5278 0.0378 23.6815 0.0192 0.0251 -0.0091
O 8.0592 8.1805 8.0427 0.0061 0.0014 0.021
O 2.7179 2.805 7.8944 0.0012 0.0008 0.0228
O 7.1528 4.0659 23.85 0.0066 -0.011 -0.0038
O 1.6768 9.2624 24.5194 -0.0166 0.0168 -0.0286
O 5.3051 5.5859 7.941 0.0132 -0.0109 0.0216
O 0.3417 -0.0396 8.0236 -0.024 0.0076 0.0237
O 7.0404 4.2184 9.2287 0.0125 -0.0047 -0.0091
O 5.7248 9.6688 8.5715 0.0021 0.0268 0.0205
O 10.003 6.5264 8.9795 0.0135 -0.0003 -0.0029
O 2.8839 9.6105 8.7675 -0.0233 -0.0137 0.0129
O 4.323 0.9388 8.7176 -0.0073 -0.0044 -0.0086
O 1.0253 4.7118 8.6464 -0.0162 -0.0035 0.0032
O 9.2851 1.3045 9.0482 0.0191 -0.0108 0.0074
O 3.0164 7.0543 8.3156 0.0148 0.0654 0.0882
O 7.3886 6.2275 22.23 0.0006 -0.0005 -0.0012
O 8.874 2.1368 23.506 0.002 0.0209 -0.0082
O 5.0916 5.4971 23.2967 0.0275 0.0018 0.0056
O 3.3202 2.4083 23.576 -0.0134 -0.0236 -0.0043
O 10.9162 -0.2521 23.2235 0.0234 0.0132 -0.0063
O 3.7312 7.2104 24.4921 0.0069 -0.0115 -0.0148
O 1.44 4.0491 24.4917 -0.0154 -0.0007 -0.0379
O 6.7491 9.6535 24.3538 -0.0049 -0.001 -0.0239
Si 14.6274 1.0626 22.7375 0.0007 0.0022 0.012
Si -1.2892 2.5824 22.1384 0.0006 0 0.001
Si 0.7129 11.5332 22.0246 0.0057 0.0018 -0.0023
Si 11.593 0.7437 14.9221 -0.0039 -0.0022 0.0001
Si 5.7336 -0.6818 11.9283 0.0058 0.0007 -0.0034
Si 11.6461 15.7332 12.6043 0.0025 0.0004 -0.0053
Si 9.3483 1.5305 10.6685 -0.0002 0.0007 0.0005
Si 5.2657 4.0289 19.9603 0.0039 0.0001 0
Si 9.804 8.0296 13.454 -0.0009 0.0023 -0.0004
Si 10.3874 -2.9728 16.4128 -0.0013 -0.0003 0.0052
Si 10.8026 5.2482 9.6347 0.0008 0.0004 -0.0068
Si -0.2972 5.4448 21.8228 0.0007 0.0031 -0.0008
Si 8.5142 -1.2863 11.4352 -0.0029 -0.0048 -0.0059
Si 8.7778 5.0284 13.1628 -0.0041 -0.0002 -0.0005
Si 7.2214 3.5199 15.5448 0.0003 -0.0021 0.0006
Si 12.2511 6.0357 15.3265 -0.0012 -0.0034 -0.0019
Si 5.6765 5.6517 17.2996 -0.0014 -0.0045 0.0036
Si 4.4131 10.3537 9.2692 0.0271 -0.0218 -0.0245
Si 13.4008 1.4484 18.6614 0.0011 -0.0008 0.0036
Si 9.6618 0.7533 19.8171 0.0003 -0.003 0.0011
Si -1.1243 2.2496 16.941 -0.0048 -0.0005 0.0038
Si 12.6087 9.8672 17.1605 0.0003 0.0005 0.0037
Si 5.1552 1.1037 20.0157 0.0022 0.0012 0.0012
Si 3.5676 7.7316 16.3976 0.0014 -0.0008 0.0064
Si 13.0114 4.1064 19.9951 -0.0008 0.0041 0.0055
Si -3.6126 9.6569 19.7324 -0.0033 -0.0025 0.0051
Si 8.3966 7.4345 21.8544 -0.0008 0.0022 -0.002
Si 2.5366 2.3987 13.3521 0.0043 0.0036 -0.0039
Si 5.6285 -1.4571 14.8045 0.0041 0.0032 -0.0059
Si 2.7924 7.995 9.6442 -0.0582 -0.0472 -0.1468
Si -3.5702 -2.6572 16.983 -0.0009 0.0036 0.0023
Si 0.7911 11.5974 11.9742 0.0041 0.0042 -0.0047
Si 6.4831 4.9653 22.6561 0.0042 0.0001 -0.0056
Si 1.5672 -7.1487 17.1748 0.0034 0.0054 0.0009
Si 11.1551 8.8022 10.9372 -0.0096 -0.0003 -0.0029
Si 5.4006 1.3932 14.0461 0.0021 0 -0.0034
Si 8.1351 4.0551 10.4225 0.0061 0.005 -0.0023
O 8.1333 2.5496 11.0333 -0.0013 0.0114 -0.0092
O 5.6377 -1.7172 13.1896 0.001 0.0237 0.0089
O 9.8177 1.539 18.4077 -0.0067 0.0052 -0.0109
O 3.6716 -6.6653 20.3386 0.0015 -0.0058 -0.0149
O -1.3508 8.9307 10.4116 0.0182 0.0143 0.0415
O 0.0852 0.1834 20.5675 -0.0154 0.0138 0.0272
O 1.1513 7.9936 9.8786 -0.0055 0.0035 0.024
O 15.04 2.3671 13.7876 -0.0043 -0.0197 -0.003
O 17.9026 -1.2341 10.9902 -0.0009 -0.0007 0.0199
O 12.5062 0.1471 18.2483 0.005 -0.0044 -0.0235
O 10.9351 6.4219 16.2431 0.0135 0.0206 -0.0142
O 10.291 -2.3642 14.9011 -0.003 -0.0166 0.0058
O 7.8955 4.4372 14.3789 0.0035 -0.0087 0.0055
O 13.2356 12.1708 12.2252 -0.0252 0.0119 0.0237
O 6.7809 6.7736 16.9461 -0.0148 0.0086 0.0049
O 11.1047 11.1843 13.4418 0.0268 0.0138 0.001
O 12.9328 4.6587 15.873 -0.0159 0.019 0.0148
O 19.6743 -0.5277 19.5098 -0.0129 0.0088 0.0073
O 0.2879 13.0979 22.2936 -0.0309 -0.0194 -0.0082
O 5.9596 0.8019 12.6212 -0.0127 -0.0051 0.0284
O 5.6703 2.5336 19.3938 -0.0086 0.0064 0.003
O -1.9736 1.7879 20.887 0.0334 -0.0014 0.0066
O 5.1079 0.0909 15.0202 0.0131 -0.0078 -0.0248
O 7.9755 5.0591 11.7095 0.0277 -0.0187 0.0076
O 12.5325 2.0649 14.6561 -0.0003 -0.025 -0.0252
O 6.1548 4.1429 21.3123 -0.0104 0.0141 0.0025
O 1.754 4.7203 18.5142 0.0051 -0.0387 0
O 0.8956 10.2797 11.0404 -0.0114 -0.0027 0.0134
O 3.8677 0.7394 19.0833 0.0085 0.0144 0.019
O 11.3364 8.8781 17.3624 0.0166 0.0019 -0.0261
O 11.4807 5.4663 11.1106 -0.0144 -0.0292 0.0054
O 10.882 12.7779 11.1794 0.0153 -0.0234 0.0037
O 3.0171 -1.9969 17.3742 -0.016 -0.0015 -0.0202
O 6.0621 4.3726 16.3413 0.0169 -0.0039 0.0007
O -2.248 8.183 23.2907 -0.0213 -0.0065 -0.0032
O 0.9958 16.8596 13.7444 0.0006 -0.0183 0.0075
O 10.1713 4.1538 12.9901 -0.0115 0.0362 -0.0054
O 5.7169 5.1322 18.8493 -0.01 -0.0118 -0.0076
O 9.5877 4.1847 21.8676 0.0228 -0.0062 0.0065
O 4.2185 6.4011 17.1095 0.0041 0.011 -0.0133
O 3.8393 7.9534 10.7646 0.0734 0.0326 0
O 4.5144 -0.441 10.8726 0.0014 0.0069 0.0156
O 7.6287 8.4724 20.8373 0.0058 -0.0021 0.0022
O 1.8483 2.4417 19.8615 0.0241 0.0174 -0.026
O 8.9559 -2.8957 17.1395 -0.0009 0.0054 -0.0193
O -1.151 6.7473 21.2391 -0.0187 -0.0081 0.0231
O -2.3267 -1.9473 12.9109 0.0241 -0.0041 -0.0192
O 8.9928 0.2429 11.5653 -0.0095 -0.0169 -0.0133
O -0.6522 12.0893 15.8177 0.0226 0.0135 0.0049
O 4.6285 8.3795 15.3944 -0.0049 -0.0019 0.0145
O 8.3691 2.9186 16.5635 0.0056 0.0013 -0.0144
O 2.3332 -3.664 15.4634 -0.0001 -0.0076 0.0232
O -4.7403 10.7908 20.1263 -0.0005 -0.0007 -0.0096
O 9.6243 4.1312 9.7397 -0.0052 0.0262 0.017
O 13.4759 2.4656 17.3634 -0.0212 0.0118 0.0237
O 2.3253 0.3783 22.1361 -0.0077 0.0214 0.0129
O 11.0592 8.1057 12.4039 -0.0253 0.0181 0.0002
O 6.5259 2.2697 14.7954 -0.0069 0.0067 0.0003
O -1.7891 6.5511 13.5689 0.0079 -0.0032 -0.0106
O -0.0092 3.4268 17.0205 0.011 -0.0129 -0.0074
O 11.9984 4.9247 21.0197 -0.0124 -0.007 0.0049
O 4.6676 1.4681 21.523 -0.0126 -0.0112 -0.0125
O 7.0217 -1.7603 15.6461 -0.0017 -0.0098 0.0227
O 12.508 -0.3917 15.6683 -0.0195 0.0116 0.0152
O 6.8063 -1.9232 18.3306 0.022 -0.0029 -0.004
O 12.9273 3.7867 12.68 -0.01 -0.0131 0.0097

Results
free energy: -135749.523 eV
free energy less fixed offsets of O -569.03, Si -635.61 eV per atom: -0.693 eV

The program warned: the cutoff lies below the one the program advises for these potential files; the forces do not sum to zero within the program's tolerance; the exchange-correlation potential is rough where the density is thin.
